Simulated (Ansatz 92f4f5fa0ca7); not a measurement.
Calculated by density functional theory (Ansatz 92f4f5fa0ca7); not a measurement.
Periodic cell of 258 atoms, Si166O92, from a study of silicon, its oxide and their interface. The atomic structure is a simulated model.
Doubt: the cutoff is low for norm-conserving oxygen, so forces and energies are approximate.
This geometry differs little from another in the collection (a relaxation step or a small displacement).

Settings: functional HSE06; potential files SPMS norm-conserving; basis plane waves; wave-function cutoff 800 eV; density cutoff ratio 4; exchange-correlation grid ratio 1; k mesh 1 x 1 x 1, Gamma-centred; occupations fixed; spin none; net charge 0.

Cell vectors (angstrom)
a 10.938 0 0
b 0 10.938 0
c 0 0 37.7176

Atoms: element, x, y, z (angstrom)
Si 0 0 0.683
Si 5.469 0 0.683
Si 2.7345 2.7345 0.683
Si 8.2035 2.7345 0.683
Si 0 5.469 0.683
Si 5.469 5.469 0.683
Si 2.7345 8.2035 0.683
Si 8.2035 8.2035 0.683
Si 1.3673 1.3673 2.0503
Si 6.8362 1.3673 2.0503
Si 4.1018 4.1018 2.0503
Si 9.5708 4.1018 2.0503
Si 1.3673 6.8362 2.0503
Si 6.8362 6.8362 2.0503
Si 4.1018 9.5708 2.0503
Si 9.5708 9.5708 2.0503
Si 2.7345 0 35.6661
Si 8.2035 0 35.6661
Si 0 2.7345 35.6661
Si 5.469 2.7345 35.6661
Si 2.7345 5.469 35.6661
Si 8.2035 5.469 35.6661
Si 0 8.2035 35.6661
Si 5.469 8.2035 35.6661
Si 4.1018 1.3673 37.0333
Si 9.5708 1.3673 37.0333
Si 1.3673 4.1018 37.0333
Si 6.8362 4.1018 37.0333
Si 4.1018 6.8362 37.0333
Si 9.5708 6.8362 37.0333
Si 1.3673 9.5708 37.0333
Si 6.8362 9.5708 37.0333
Si 0.0334 0.6177 27.1133
Si 5.1598 0.3367 27.5344
Si 2.9017 2.525 27.6142
Si 8.4749 2.6527 27.4919
Si -0.4321 5.7824 27.5746
Si 5.2125 5.7221 27.5541
Si 2.9648 7.964 27.6204
Si 8.1911 7.9844 27.4245
Si 1.344 1.4161 28.9122
Si 6.8663 1.4211 28.7707
Si 4.073 4.1375 28.847
Si 9.5137 4.1584 28.9479
Si 1.296 6.8336 28.8403
Si 6.7366 6.8523 28.8924
Si 4.0849 9.6173 28.8757
Si 9.3955 9.4663 28.7976
Si 2.6459 -0.0387 30.2324
Si 8.1519 0.0072 30.1697
Si -0.0106 2.7943 30.2582
Si 5.4808 2.7685 30.1815
Si 2.6524 5.45 30.2167
Si 8.0967 5.4721 30.2722
Si -0.0702 8.2106 30.2037
Si 5.4544 8.2761 30.2545
Si 4.0772 1.3677 31.5242
Si 9.5355 1.3778 31.5488
Si 1.3541 4.1087 31.6367
Si 6.7715 4.1043 31.6286
Si 4.0522 6.8543 31.5507
Si 9.5257 6.83 31.5818
Si 1.2956 9.5537 31.6006
Si 6.8321 9.5985 31.6062
Si -0.0377 0.019 32.9391
Si 5.4414 0.0191 32.9334
Si 2.7418 2.7263 32.9402
Si 8.1782 2.7327 32.9425
Si -0.0306 5.4788 32.958
Si 5.4148 5.494 32.9489
Si 2.6976 8.2042 32.941
Si 8.1931 8.2151 32.952
Si 1.363 1.3639 34.298
Si 6.8233 1.3643 34.3056
Si 4.091 4.0989 34.3111
Si 9.5565 4.0922 34.3064
Si 1.3561 6.8324 34.3116
Si 6.8245 6.8372 34.301
Si 4.0883 9.5675 34.295
Si 9.5651 9.573 34.3099
Si 2.7446 0.0121 3.42
Si 8.2039 0.0034 3.4114
Si 0.0213 2.7492 3.432
Si 5.4818 2.7348 3.4162
Si 2.745 5.4598 3.4099
Si 8.2273 5.4816 3.4205
Si 0.0085 8.2055 3.4135
Si 5.4718 8.191 3.4078
Si 4.1434 1.3506 4.7965
Si 9.599 1.3498 4.7703
Si 1.4203 4.102 4.8179
Si 6.8576 4.1082 4.7661
Si 4.1247 6.8022 4.7689
Si 9.6359 6.8098 4.8043
Si 1.3648 9.5845 4.7687
Si 6.8426 9.5518 4.7614
Si 0.0214 0.0034 6.177
Si 5.4503 -0.0858 6.1667
Si 2.8114 2.7306 6.1763
Si 8.2284 2.723 6.0941
Si 0.0924 5.4736 6.2308
Si 5.5104 5.4601 6.16
Si 2.7225 8.1727 6.0731
Si 8.263 8.2228 6.0953
Si 1.4512 1.3494 7.5248
Si 6.8804 1.3134 7.4239
Si 4.1681 4.108 7.5859
Si 9.646 4.0192 7.4867
Si 1.468 6.9336 7.6166
Si 6.9103 6.8775 7.4367
Si 4.0097 9.4571 7.5174
Si 9.592 9.5466 7.5363
Si 2.5925 -0.1802 8.9475
Si 8.2826 0.0541 8.8684
Si 0.1274 2.7207 8.9074
Si 5.4491 2.5289 8.8259
Si 2.9043 5.5837 8.9776
Si 8.3853 5.5569 8.7088
Si 0.0572 8.316 9.0206
Si 5.5054 8.1705 8.8232
Si 4.2327 0.9654 10.0979
Si 10.0311 1.016 10.2106
Si 1.257 4.4403 10.1749
Si 7.1708 4.4933 10.3215
Si 4.6864 6.533 10.3618
Si 9.8868 6.6165 10.1786
Si 0.8376 10.0338 10.5117
Si 6.5783 9.8528 10.0362
O 9.7215 1.7035 26.8505
O 10.3022 10.1741 27.6216
O 0.2701 -2.0207 24.6042
O 10.9985 4.9722 26.2493
O 0.0806 5.5006 10.6535
O 5.4378 -0.0404 10.6122
O 1.1859 -1.4348 12.0813
O 5.8537 5.4016 10.655
O 6.5538 3.047 9.9421
O 9.0947 7.206 11.4941
O 2.4303 8.198 14.2612
O 9.4045 1.747 11.5541
O 7.1775 9.0415 11.2947
O 2.1144 3.8918 11.4559
O 4.3844 7.0481 11.9055
O 3.4 1.5495 11.3793
O 7.6181 3.5645 26.3971
O 2.1848 5.0078 24.78
O 1.9548 3.0478 26.3838
O 5.4052 3.8833 24.925
O 4.0258 12.3813 27.0726
O 4.0824 6.8634 27.0811
O 1.0081 11.0611 25.8494
O 9.3795 6.8801 27.0605
Si 7.5853 9.2776 19.6318
Si -3.5146 1.1828 20.128
Si 0.3622 -8.2139 14.1375
Si -0.4559 -1.131 20.9155
Si 1.0887 4.0248 25.4405
Si 11.2253 1.8556 21.1809
Si 1.5739 9.6406 25.2322
Si 7.9142 -2.9327 12.2663
Si -1.5985 8.9075 14.7639
Si 8.7161 4.4922 17.253
Si 6.5312 9.6385 25.1617
Si 6.3682 5.4811 21.5353
Si 12.1975 -1.7372 13.6995
Si 2.2635 5.969 23.4875
Si 10.7442 -3.0378 23.4424
Si 3.3116 7.2981 18.2127
Si 8.952 7.6469 17.3639
Si 5.3593 3.18 23.4678
Si 4.9893 -2.9413 20.7809
Si 5.2851 6.886 13.2716
Si 7.5222 1.0068 23.3144
Si 3.9433 -2.3108 23.551
Si 2.2648 -0.1441 15.9334
Si 6.3279 3.7382 19.0655
Si 3.7046 8.3951 15.2906
Si 13.29 3.0293 16.2487
Si 9.425 11.8589 15.8713
Si -1.1337 3.1012 23.4615
Si 8.3512 5.9557 23.6786
Si 2.8063 2.7124 12.3201
Si 7.5669 2.98 15.055
Si 10.0235 2.1655 18.5571
Si 9.0001 3.0746 12.402
Si 15.6112 3.9838 14.4596
Si 3.3966 4.1722 18.7682
Si 0.7747 9.0799 18.1757
Si 6.514 4.6653 25.8376
Si 13.7644 3.4483 21.7996
O 4.9772 8.0606 14.3522
O 6.0669 4.1869 22.4328
O 7.8415 -2.5574 18.3016
O 6.491 8.5498 20.567
O 14.4846 3.8934 15.6019
O 5.1084 6.4795 21.3592
O 10.3551 1.5493 14.7106
O 8.781 1.7759 19.5038
O 8.7779 1.8953 23.8629
O -0.167 0.3386 21.5467
O 8.2649 4.2125 11.5097
O 8.7006 7.8192 15.7748
O 3.1619 16.6926 18.6224
O 12.446 -0.3513 14.5095
O 11.7939 -4.237 23.2662
O 8.459 8.9581 13.4339
O 7.3173 5.7715 24.9263
O 3.765 -3.4568 16.6495
O 15.1505 8.8422 21.9455
O 2.5683 1.4211 16.1409
O 2.1979 8.7052 26.3952
O 2.789 -1.2744 24.1108
O -3.5451 3.8327 17.8824
O 5.3592 8.831 24.3514
O 1.7184 2.2758 21.7883
O 10.7559 8.7023 22.0484
O 4.2687 8.0144 19.3259
O 4.9164 3.8806 18.3169
O 9.1292 4.5532 23.5557
O 1.8479 -3.0202 18.3549
O 8.9701 9.5085 20.4301
O 2.3258 3.4124 17.8147
O 7.6222 0.8352 21.7015
O 5.9915 3.289 15.0759
O -0.5877 3.6161 13.1572
O 6.8523 -3.9864 12.8708
O 10.1077 12.0484 17.3319
O 3.3302 3.6332 20.2828
O 1.3571 -0.7584 17.137
O 7.4884 -2.2807 26.0703
O 4.9906 5.4982 14.0353
O 1.6172 2.1619 13.2704
O 3.4191 7.0842 23.7251
O 10.8297 -2.3954 14.2598
O 7.9667 1.6395 15.8888
O 6.138 1.7848 23.5937
O 4.0787 3.2389 13.1541
O 6.7351 4.9551 20.0576
O -2.4485 4.2007 15.6601
O 11.4551 -1.2104 19.6285
O 8.9309 6.0466 17.611
O 7.4316 -0.4162 24.1111
O -0.5685 8.3517 17.6642
O 22.2157 2.0703 19.5715
O 3.8922 2.8988 22.8849
O 3.6472 -1.0011 15.8207
O 0.997 3.4568 15.4465
O -0.7563 2.8606 21.9064
O 0.203 3.1462 24.394
O 7.0193 -0.1682 19.3228
O -1.0018 3.6493 17.9112
O 9.3331 18.1658 23.8611
O 5.7853 -0.2803 26.1688
O 7.9215 2.6744 13.5173
O 2.4265 -5.9774 22.2351
O 9.282 10.3042 15.5537
O 18.5118 6.2532 22.2826
O -4.6192 2.3367 19.8871

Results
free energy: -60022.635 eV
free energy less fixed offsets of O -447.96, Si -113.29 eV per atom: -4.175 eV
gap between the highest filled and lowest empty level on this k mesh: 1.301 eV

The program warned: the cutoff lies below the one the program advises for these potential files; the forces do not sum to zero within the program's tolerance; the exchange-correlation potential is rough where the density is thin.
